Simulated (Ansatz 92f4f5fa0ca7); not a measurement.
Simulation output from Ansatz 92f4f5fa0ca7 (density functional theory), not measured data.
Periodic cell of 228 atoms, Si140O88, from a study of silicon, its oxide and their interface. The atomic structure is a simulated model.
This geometry differs little from another in the collection (a relaxation step or a small displacement).

Settings
functional: r2SCAN
potential files: Ansatz PAW
basis: plane waves
wave-function cutoff: 800 eV
density cutoff ratio: 5
exchange-correlation grid ratio: 1
k mesh: 1 x 1 x 1, shifted by 0.5 0.5 0 of a step
self-consistency stop: 1e-10 eV per atom in the density residual
occupations: fixed
spin: none
net charge: 0

Cell vectors (angstrom)
a	10.888	0	0
b	0	10.888	0
c	0	0	32.9553

Atoms: element, x, y, z (angstrom)
Si	0.0143	0.1336	-0.1255
Si	3.0197	2.406	0.1982
Si	-1.2115	4.0453	1.4842
Si	2.737	7.8406	0.2616
Si	5.1311	0.1489	0.0414
Si	8.9641	2.6755	-0.2426
Si	5.0574	5.6422	-0.0342
Si	8.6816	7.371	0.0852
Si	1.4231	1.2361	1.4245
Si	4.1417	4.0217	1.4364
Si	1.309	6.7331	1.6628
Si	4.0216	9.4647	1.3734
Si	6.7361	1.2961	1.2955
Si	10.6224	5.7936	0.2514
Si	6.832	6.6062	1.3197
Si	9.5952	9.3915	1.0984
Si	0.1232	2.6534	2.7886
Si	2.7336	-0.0927	2.8144
Si	-0.0493	8.2176	2.7897
Si	2.746	5.3214	2.8364
Si	5.5096	2.6841	2.7803
Si	8.2174	-0.0908	2.5358
Si	5.4999	8.1018	2.6449
Si	8.1213	5.2812	2.7737
Si	1.3974	4.0097	4.2003
Si	4.0973	1.3289	4.1066
Si	1.3412	9.5048	4.1713
Si	4.1293	6.7759	4.0651
Si	6.8095	4.004	4.192
Si	9.5423	1.2822	4.0072
Si	6.8441	9.4957	3.9992
Si	9.4698	6.7695	4.0664
Si	-0.0146	0.0024	5.4755
Si	2.7548	2.6713	5.5263
Si	-0.0165	5.4327	5.4397
Si	2.7487	8.1257	5.4392
Si	5.4915	-0.0374	5.4081
Si	8.206	2.6337	5.4376
Si	5.4525	5.4375	5.477
Si	8.147	8.1445	5.4437
Si	1.3407	1.3557	6.8594
Si	4.0901	4.0897	6.8372
Si	1.3628	6.7968	6.7883
Si	4.0985	9.5249	6.7793
Si	6.8327	1.3166	6.8044
Si	9.5022	4.0631	6.7846
Si	6.7879	6.8124	6.8391
Si	9.5145	9.5151	6.8061
Si	-0.0558	2.7354	8.174
Si	2.7529	0.0033	8.1674
Si	0.0336	8.1944	8.1405
Si	2.6969	5.454	8.1693
Si	5.4806	2.724	8.1376
Si	8.1649	-0.0271	8.1943
Si	5.428	8.1935	8.1846
Si	8.161	5.4323	8.1683
Si	1.2711	4.1355	9.4891
Si	4.1023	1.416	9.5001
Si	1.3867	9.5561	9.5317
Si	4.0368	6.8514	9.5198
Si	6.7934	4.0706	9.5411
Si	9.5	1.3576	9.5584
Si	6.7712	9.5622	9.5694
Si	9.5364	6.8494	9.4608
Si	0.0547	0.0528	10.9024
Si	2.6582	2.7796	10.7614
Si	-0.0304	5.5446	10.872
Si	2.7238	8.2213	10.935
Si	5.4295	0.0903	10.9315
Si	8.1197	2.695	10.937
Si	5.4057	5.4814	10.8338
Si	8.1984	8.1863	10.8438
Si	1.4343	1.4413	12.261
Si	3.8392	4.2686	12.1014
Si	1.3047	6.9134	12.2924
Si	4.0801	9.6316	12.2788
Si	6.8281	1.3119	12.4111
Si	9.499	4.1339	12.1511
Si	6.8234	6.8082	12.1468
Si	9.5837	9.537	12.205
Si	0.0907	2.9379	13.4843
Si	2.7158	0.0564	13.7372
Si	-0.0378	8.2491	13.6776
Si	2.6642	5.5823	13.6336
Si	5.5491	2.4428	14.0931
Si	8.3186	-0.0143	13.6101
Si	5.6001	8.2939	13.4595
Si	9.4683	6.7046	14.7857
Si	1.3448	4.2048	15.0904
Si	3.8918	1.3196	15.4148
Si	1.2778	9.6313	15.1325
Si	4.2048	6.9793	14.7263
Si	6.8016	4.1064	15.152
Si	11.2078	0.6715	16.2444
Si	7.0431	9.4512	14.9712
Si	8.06	5.3634	13.5195
Si	-1.2361	1.5517	14.7453
Si	2.0893	2.4116	16.4733
Si	-0.3296	5.3545	16.3329
Si	2.9352	8.2984	16.1729
Si	4.8222	-0.2199	16.86
Si	8.5389	2.995	16.2267
Si	5.5935	5.8408	16.2405
Si	8.046	7.772	16.246
Si	-6.6501	17.8784	23.9379
Si	-13.5753	22.8142	25.9497
Si	-11.4379	14.2666	25.2265
Si	-12.4354	18.451	21.3805
Si	9.8515	3.4663	29.9796
Si	-2.7259	18.7626	30.1068
Si	-11.708	18.3799	18.5102
Si	17.3883	-22.3834	19.1862
Si	-4.407	-0.5402	30.2184
Si	22.1985	-1.4235	20.3705
Si	-16.2817	-19.4602	25.2286
Si	1.055	-7.9088	22.798
Si	-12.8188	-23.7319	26.2818
Si	-0.7205	16.2025	27.6018
Si	-11.0847	-2.9039	28.6541
Si	2.1949	3.2847	18.7248
Si	-16.6063	-0.2889	21.6204
Si	-5.081	-6.7032	27.7372
Si	-17.6606	-34.8449	29.2644
Si	-5.9523	-13.7389	20.0697
Si	-14.1069	12.798	28.8247
Si	-7.5993	17.0493	18.2114
Si	1.6534	-1.5838	30.7541
Si	-14.2877	-15.0945	27.3594
Si	-15.2337	28.6661	22.316
Si	-10.3242	7.9661	24.8519
Si	-18.0156	-8.3603	21.2592
Si	30.6951	-9.9269	18.3503
Si	5.3763	-17.3413	22.9433
Si	-7.6336	-2.4101	26.2052
Si	-20.237	15.184	31.0477
Si	-0.103	5.5338	23.3937
Si	4.0908	-0.1312	24.2235
Si	15.0985	-16.2008	30.0564
Si	13.0595	-12.6949	22.7304
Si	32.6468	23.4625	20.3113
O	3.7478	-3.6643	-13.6081
O	-10.3141	-7.5243	-2.8287
O	-16.9224	-7.2342	-11.32
O	-14.3289	-30.4794	0.0743
O	-5.1323	-7.5062	-8.8826
O	6.3521	-5.3204	-5.9114
O	-0.1401	-15.5148	-15.2585
O	21.6418	4.1462	-6.3308
O	6.8049	-9.5195	-7.733
O	1.7557	-12.7459	-11.7796
O	11.4291	5.285	-1.0984
O	6.7913	1.0024	-3.1168
O	-37.6954	21.2245	-1.2449
O	7.8413	1.0297	-5.4471
O	-16.3039	-12.1929	-3.7488
O	0.2788	8.6214	18.9742
O	-6.5468	11.9348	21.345
O	-22.9339	29.3829	29.8935
O	6.1723	10.3553	16.0196
O	-6.4695	-12.4945	21.0016
O	-15.2403	-0.1734	20.7553
O	-8.2475	5.1923	30.2755
O	10.9114	2.1325	21.8667
O	5.3597	-0.4273	23.2281
O	-6.6798	-5.4553	23.4983
O	3.9438	-33.7993	25.4761
O	3.3552	2.7444	19.7131
O	0.8044	30.6742	23.566
O	-8.4434	-14.6957	17.1651
O	7.3606	7.0719	28.9421
O	-6.2705	-5.3896	17.5202
O	-18.6305	18.7278	23.0986
O	-1.598	23.9614	25.5594
O	-6.4134	-7.6935	13.1388
O	34.4715	-13.5983	31.9073
O	15.5787	15.5638	28.7941
O	18.4509	-2.7921	26.5283
O	-9.8954	-12.988	29.3676
O	2.5498	-19.1699	22.3373
O	-12.7273	25.4092	31.3878
O	-17.8517	-3.7258	25.519
O	-40.7484	-22.1688	23.2469
O	-33.7822	4.5497	24.2271
O	-12.4234	12.5244	19.7582
O	24.104	35.9011	31.9523
O	20.8997	9.0371	21.2627
O	-34.1983	6.9491	19.8727
O	-2.0262	5.9547	26.9203
O	-5.6458	14.0368	26.6093
O	-16.6208	5.1713	31.3399
O	-7.002	-12.4376	17.028
O	7.8421	20.3553	30.1324
O	14.8086	17.7003	32.7712
O	14.4228	30.3492	27.7709
O	-21.0688	-19.0472	24.3854
O	6.069	-13.0708	19.0936
O	8.9543	-2.7122	17.5473
O	-0.7941	6.5444	22.3687
O	22.5334	-4.4877	24.4695
O	-11.947	8.9498	27.6668
O	-12.5871	23.9266	29.3265
O	-3.0142	-25.3394	31.5905
O	-20.1357	-2.4769	25.9891
O	-33.9412	4.0942	16.8058
O	4.3235	-3.7051	29.7983
O	5.3528	0.2062	18.3476
O	0.8029	24.5562	19.421
O	-3.0138	29.4993	22.0225
O	-0.9816	-13.6224	25.2428
O	14.055	-12.1713	30.2493
O	-16.1502	17.8134	20.9938
O	14.9411	-9.5905	32.4989
O	-5.16	-14.2366	23.5652
O	-24.6977	-0.3162	18.6005
O	6.8063	6.8184	16.7649
O	13.24	-5.9628	18.7014
O	10.2715	11.3437	17.5966
O	22.3402	0.1724	20.1647
O	18.9779	2.0542	17.4889
O	0.8151	-0.374	31.4621
O	11.7613	-6.3176	22.5388
O	-1.2569	-6.1595	29.0082
O	-21.5065	-15.1889	27.9242
O	9.8797	1.3494	32.3916
O	-25.7028	3.3463	28.533
O	-17.5459	-31.3005	24.8419
O	8.6986	-0.4776	25.6736
O	6.714	-27.3586	22.6204

Results
free energy: -139738.416 eV
free energy less fixed offsets of O -570.45, Si -639.56 eV per atom: -0.416 eV

Forces (eV/angstrom), in the order of the atoms: element, x, y, z
Si	-0.0003	-0.0005	-0.0013
Si	-0.0003	0.0002	-0.0002
Si	-0.0003	-0.0006	0.0002
Si	0.0001	-0.0001	-0.0001
Si	-0.0011	-0.0011	0.0004
Si	-0.0013	-0.0008	0.0009
Si	-0.0003	-0.0006	-0.0012
Si	0.0002	0.0005	0
Si	0.0001	-0.0001	-0.0012
Si	0.0008	-0.0004	-0.0011
Si	-0.0006	0.0006	0.0005
Si	-0.0013	-0.0007	-0.0003
Si	0.0001	0.0004	-0.0001
Si	0.001	-0.0004	-0.0001
Si	-0.0008	-0.0004	0.0002
Si	-0.0001	-0.0004	0.0006
Si	-0.0007	0.0005	-0.0007
Si	-0.0003	-0.0004	-0.001
Si	-0.0006	0.001	-0.0005
Si	-0.0006	-0.0001	0.0006
Si	0.0006	0.0008	-0.0007
Si	0.0002	-0.0001	-0.0013
Si	0.0001	0.0001	-0.0005
Si	-0.0005	-0.0002	-0.0001
Si	0	-0.0004	0.0005
Si	0.0003	-0.0004	-0.0004
Si	-0.0004	-0.0002	-0.0003
Si	-0.0005	0.0005	0
Si	-0.0009	-0.0004	-0.0001
Si	-0.0005	-0.0008	0.0002
Si	0.0004	-0.0003	0
Si	-0.0004	0.0002	-0.0001
Si	-0.0001	0.0004	0.0007
Si	0.0003	-0.0002	0
Si	-0.0005	-0.0002	-0.0001
Si	0.0003	0.0007	-0.0003
Si	-0.0011	0.0005	0.0004
Si	-0.0005	-0.0005	-0.0005
Si	-0.0005	-0.0006	0.0003
Si	-0.0004	-0.0002	-0.0002
Si	-0.0001	-0.0005	0.0003
Si	-0.0002	-0.0002	0.0001
Si	0.0001	-0.001	0.0004
Si	0.0006	0.0001	0.0002
Si	-0.0003	-0.0002	0.0001
Si	0.0002	-0.0003	0
Si	0.0005	0	-0.0004
Si	-0.0006	-0.0003	-0.0004
Si	-0.0006	-0.0004	-0.0004
Si	0.0005	0.0002	-0.0002
Si	0.0003	0.0003	0.0007
Si	-0.0005	0.0002	-0.0002
Si	0.0002	-0.0005	-0.0002
Si	-0.0001	0.0003	0
Si	-0.0009	0.0003	-0.0002
Si	-0.0007	-0.0007	0.0001
Si	0.0002	0.0002	0.0007
Si	-0.001	-0.0003	0
Si	-0.0005	0.0006	0.0003
Si	0.0007	-0.0009	-0.0003
Si	0.0006	0.0004	-0.0004
Si	0.0001	-0.0001	0.0005
Si	-0.0002	0.0006	0.0008
Si	-0.0002	-0.0005	-0.0003
Si	0.0005	-0.0006	-0.001
Si	-0.0008	0	0.001
Si	-0.0011	0.0007	0
Si	-0.0006	0	0.0002
Si	0.0001	0.001	0.0006
Si	-0.001	-0.0003	0.0004
Si	0.0013	0	0.001
Si	0.0006	-0.0004	0.0006
Si	-0.0001	-0.0005	-0.0017
Si	0.0008	0.0034	-0.0034
Si	0.0001	0.0002	0.0014
Si	0.0002	0.0004	-0.0002
Si	0.0002	0.0009	-0.001
Si	0.0004	0.0005	-0.0006
Si	0.0006	0.0011	-0.0003
Si	-0.0008	-0.0008	0.0012
Si	0.0005	0.0008	-0.0001
Si	-0.0002	0.0002	-0.0007
Si	0.0001	-0.001	0.0013
Si	-0.0019	0.002	-0.0037
Si	0.007	-0.0033	0.0006
Si	-0.0019	-0.0013	-0.0017
Si	-0.0013	0	-0.0004
Si	0.0006	0.0001	0
Si	-0.0004	-0.0004	-0.0008
Si	0.0029	-0.0012	0.0006
Si	0.0003	0.0006	0.0008
Si	0.0002	0.001	0.0001
Si	-0.0003	0	0.0011
Si	-0.0029	-0.0009	0.0006
Si	-0.0003	0.0007	-0.0002
Si	-0.0005	-0.0007	-0.0003
Si	-0.0007	-0.0005	0.0016
Si	0.0004	0.0013	-0.0022
Si	-0.0018	-0.0007	0.0038
Si	0.0023	0.0004	-0.0013
Si	0.0003	-0.0007	-0.0014
Si	0.0013	-0.0005	0.0035
Si	-0.0008	0.0007	-0.001
Si	-0.0009	0.0002	0
Si	-0.0002	0.0004	0.001
Si	-0.0004	-0.0001	0.0005
Si	-0.0012	-0.0001	0.0021
Si	0.0001	-0.0001	-0.0003
Si	-0.001	-0.0003	0.0017
Si	-0.0007	-0.0005	0.0024
Si	0.0002	-0.0001	-0.0028
Si	-0.0009	0.0005	-0.0034
Si	0.0001	-0.0002	0.0026
Si	-0.0003	0.0007	-0.0008
Si	-0.0004	-0.0003	0.0019
Si	0.0001	-0.0007	-0.001
Si	-0.0004	0.0003	0.0018
Si	-0.0005	0.0004	0.0014
Si	0.0004	-0.0012	0.0027
Si	-0.0008	-0.0006	-0.0027
Si	0.0003	0.0012	0.0002
Si	-0.0011	-0.0004	0.002
Si	-0.0005	0.0003	0.0009
Si	-0.001	-0.0012	-0.0029
Si	-0.0002	-0.0013	0.002
Si	-0.0001	0.0003	-0.003
Si	-0.0001	-0.0002	0.002
Si	-0.0003	0.0002	0.0016
Si	-0.0001	0.0004	-0.0005
Si	-0.0009	0.0002	0.0017
Si	-0.0002	0.0006	-0.0005
Si	0.0006	-0.0009	-0.0031
Si	0.0004	0.0002	0.0006
Si	-0.0012	-0.0002	0.0024
Si	-0.0003	0.0002	0.0022
Si	-0.0013	0.0006	0.0011
Si	-0.0004	0	0.0015
Si	0.0003	0.0003	0.0023
Si	-0.0007	-0.0003	0.0004
Si	0.0001	0.0002	-0.0017
O	0	0.0013	0.0007
O	-0.0014	0.0001	-0.0012
O	0.0007	-0.0005	0.0019
O	0.0004	-0.0001	-0.0004
O	0.0004	0.0018	0
O	0.0002	-0.0003	0.0002
O	-0.0004	0	-0.0002
O	-0.0004	-0.0001	-0.0011
O	-0.001	0	0.0001
O	-0.0006	0.0005	0.0002
O	-0.0005	0	-0.0004
O	0.0004	0	-0.0008
O	0.0002	0.0005	-0.0009
O	-0.0003	0.001	-0.0005
O	-0.0004	-0.0007	-0.0003
O	-0.0006	0.0003	0.0006
O	-0.0005	-0.0011	0.0004
O	0	0.0005	-0.0007
O	-0.002	0.0003	0.0031
O	-0.0001	-0.0002	0
O	-0.0014	-0.0002	0.0008
O	-0.0006	0.0001	-0.0002
O	0.0015	-0.0004	0.0004
O	-0.0011	0.0007	-0.0001
O	0.0017	0.0013	0.0007
O	-0.0002	0.0016	-0.0008
O	0.0002	0.0009	0.0025
O	0.0003	0.0002	-0.0005
O	0.0003	-0.0018	0.001
O	-0.0001	-0.0002	-0.0011
O	-0.0002	0.0003	0.0008
O	0.0001	0.0002	0.0005
O	-0.0005	-0.0003	-0.0006
O	-0.0061	-0.0102	0.0044
O	0.0008	0.0001	0.0006
O	0.0001	-0.0001	-0.0004
O	0.0001	-0.0001	-0.0003
O	-0.0006	-0.0005	-0.0002
O	-0.0019	0.001	0.0004
O	0.0006	-0.0011	0
O	0	0	-0.0017
O	-0.0004	-0.0003	0.0001
O	0.0002	0.0003	-0.0006
O	0.0005	0	0.0004
O	-0.0004	-0.0002	0.0001
O	-0.0003	-0.0006	0.0002
O	-0.0001	0.0006	0.0013
O	-0.0006	-0.0005	0.0001
O	0.0008	-0.0007	-0.0003
O	-0.0011	0.0006	-0.001
O	0.0004	-0.0006	0.001
O	-0.0003	-0.0002	-0.0011
O	-0.0003	-0.0002	-0.0007
O	0	0.0002	-0.0011
O	-0.0006	-0.0002	-0.0004
O	-0.0004	-0.0008	0.0017
O	0.0012	-0.0018	0.0018
O	-0.0014	0.0001	0
O	-0.0007	-0.0002	-0.0008
O	-0.0003	-0.001	-0.001
O	-0.0011	0.0002	-0.0001
O	0.0002	0.0002	-0.0008
O	-0.0001	-0.0004	-0.0012
O	-0.0003	0.0011	-0.0014
O	-0.001	0.0004	-0.0003
O	0.0009	-0.0021	0.0015
O	-0.0004	-0.0009	0.0015
O	-0.0007	0.0003	-0.0025
O	0.0006	-0.0002	-0.0005
O	-0.0002	-0.0001	-0.0004
O	0.0001	0.0001	0.0004
O	-0.0004	0.0008	0.0021
O	-0.0006	-0.0013	-0.0006
O	0.0003	0.0008	0.0003
O	0.0009	0.0002	0.0011
O	0.0002	-0.0001	0.0004
O	-0.0009	0.0008	0.0015
O	-0.001	0.0001	-0.0013
O	0.0002	-0.0001	-0.0008
O	-0.0001	-0.0005	-0.0009
O	-0.0022	-0.0007	-0.0004
O	-0.0002	0.0004	-0.0011
O	-0.0011	-0.0003	-0.0012
O	0.0005	-0.0007	-0.0008
O	-0.0005	-0.0006	-0.0002
O	-0.0003	0	-0.0012
O	-0.0004	0	0.0001
O	-0.0001	0.0012	-0.0006

The program warned: the cutoff lies below the one the program advises for these potential files; the forces do not sum to zero within the program's tolerance; empty levels may hold ghost states of the PAW files; the exchange-correlation potential is rough where the density is thin.
